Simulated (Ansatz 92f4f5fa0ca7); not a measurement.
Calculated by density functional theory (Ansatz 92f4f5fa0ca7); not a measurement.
Periodic cell of 223 atoms, Si131O90P2, from a study of silicon, its oxide and their interface. The atomic structure is a simulated model.
Doubt: the cutoff is far below the 930 eV that the study's wrapper takes by default for these files, so forces and energies are approximate.
This geometry differs little from another in the collection (a relaxation step or a small displacement).

Settings
functional: PBE
potential files: Ansatz PAW
basis: plane waves
wave-function cutoff: 580 eV
density cutoff ratio: 5
exchange-correlation grid ratio: 1
k mesh: 1 x 1 x 1, Gamma-centred
self-consistency stop: 5e-08 eV per atom in the density residual
occupations: fixed
spin: none
net charge: 0

Cell vectors (angstrom)
a  10.938  0  0
b  0  10.938  0
c  0  0  32.1988

Atoms: element, x, y, z (angstrom)
Si  10.5861  0.2319  24.8593
Si  5.7325  10.6857  24.7351
Si  2.4752  2.9212  24.6345
Si  8.4204  2.4749  24.8193
Si  0.2697  5.1732  24.7472
Si  5.1486  5.7582  24.6833
Si  2.9287  8.0152  24.5895
Si  7.935  8.4402  24.7295
Si  1.328  1.3884  26.0343
Si  6.838  1.3197  26.1107
Si  4.0385  4.1151  25.9797
Si  9.6009  4.0707  26.0804
Si  1.3935  6.834  25.9909
Si  6.7626  6.8579  26.0241
Si  4.0957  9.5424  25.9923
Si  9.4646  9.5739  26.1386
Si  2.7255  -0.0023  27.3461
Si  8.1571  -0.0117  27.5462
Si  0.0062  2.7275  27.484
Si  5.4349  2.7545  27.358
Si  2.7227  5.4758  27.4211
Si  8.1806  5.4776  27.3562
Si  -0.0075  8.1881  27.3683
Si  5.4332  8.2067  27.4445
Si  4.0821  1.3738  28.7406
Si  9.5707  1.3631  28.8347
Si  1.362  4.1204  28.8067
Si  6.8252  4.1027  28.7427
Si  4.0884  6.8262  28.7984
Si  9.5564  6.8314  28.7492
Si  1.3659  9.5657  28.7402
Si  6.7844  9.5569  28.845
Si  0.0137  -0.0163  30.1517
Si  5.4341  0.0225  30.1555
Si  2.7318  2.737  30.1441
Si  8.1909  2.7498  30.1462
Si  -0.0167  5.4823  30.1493
Si  5.4734  5.4647  30.1443
Si  2.7225  8.2102  30.1422
Si  8.2042  8.1947  30.1509
Si  1.3673  1.3673  31.515
Si  6.8362  1.3673  31.515
Si  4.1018  4.1018  31.515
Si  9.5708  4.1018  31.515
Si  1.3673  6.8362  31.515
Si  6.8362  6.8362  31.515
Si  4.1018  9.5708  31.515
Si  9.5708  9.5708  31.515
Si  2.7345  0  0.6835
Si  8.2035  0  0.6835
Si  0  2.7345  0.6835
Si  5.469  2.7345  0.6835
Si  2.7345  5.469  0.6835
Si  8.2035  5.469  0.6835
Si  0  8.2035  0.6835
Si  5.469  8.2035  0.6835
Si  4.1266  1.376  2.0834
Si  9.5684  1.3539  2.0597
Si  1.3525  4.1328  2.0084
Si  6.8342  4.0808  2.0823
Si  4.0811  6.8559  2.0139
Si  9.5653  6.8362  2.0438
Si  1.3768  9.5698  2.0469
Si  6.8333  9.5853  2.0551
Si  0.0136  -0.0165  3.4008
Si  5.5069  0.0059  3.4921
Si  2.7585  2.8633  3.323
Si  8.1896  2.6722  3.4742
Si  -0.0016  5.4783  3.4051
Si  5.3997  5.5015  3.3359
Si  2.7584  8.2235  3.4206
Si  8.2018  8.2074  3.3865
Si  1.431  1.4346  4.6413
Si  6.9414  1.2371  4.9966
P  4.0746  4.2023  4.6716
Si  9.6005  4.0508  4.7664
Si  1.3638  6.8724  4.7588
Si  6.7809  6.8496  4.713
Si  4.1597  9.5451  4.8529
Si  9.592  9.52  4.7952
Si  2.8001  0.1318  6.0299
Si  8.276  -0.1405  6.2999
Si  0.0652  2.6661  6.0914
P  5.734  2.4296  6.4094
Si  2.7908  5.502  5.948
Si  8.1173  5.4056  5.9878
Si  0.017  8.1709  6.1414
Si  5.5445  8.1748  6.2622
Si  3.9861  1.5383  7.5466
Si  9.8805  1.105  7.4725
Si  1.778  3.8102  7.2125
Si  6.6438  4.2633  7.4295
Si  4.3666  6.5174  7.4491
Si  9.365  6.8587  7.3358
Si  1.1938  9.9058  7.2638
Si  7.2121  9.159  7.6829
O  8.3446  7.9914  7.9546
O  2.9683  2.8144  7.7864
O  9.5191  1.3602  24.2706
O  4.0497  6.8769  24.1139
O  0.0883  -0.0011  7.9781
O  5.4034  5.2825  7.8679
O  6.8452  9.5751  24.1964
O  1.3592  4.06  24.1616
O  3.7497  7.1812  8.8645
O  1.164  4.479  8.5741
O  9.8545  5.9326  8.6233
O  2.2349  9.3515  8.4131
O  7.4724  3.888  8.8065
O  4.3202  0.9209  9.0503
O  6.7577  9.5121  9.2251
O  9.2386  1.8525  8.8001
O  7.711  3.1587  23.5074
O  10.4932  5.8486  23.4364
O  5.0853  0.4374  23.3938
O  5.8614  5.0977  23.3552
O  3.1001  2.2103  23.2692
O  2.288  8.7306  23.2229
O  8.6094  7.7535  23.3892
O  0.2301  10.3593  23.572
Si  4.3867  1.5755  22.4637
Si  3.4958  7.9166  14.0166
Si  7.1202  0.9618  14.6474
Si  0.9377  9.3653  22.515
Si  1.1739  4.28  11.8346
Si  6.2698  8.9651  15.2997
Si  0.6876  1.345  12.2789
Si  8.6216  4.9592  20.5027
Si  0.3729  5.6858  9.2972
Si  5.1038  3.1304  17.9312
Si  0.8928  3.752  16.7358
Si  10.3997  2.8516  19.2175
Si  5.3015  1.1547  10.3613
Si  0.8851  0.1833  19.836
Si  6.6512  9.4287  10.8615
Si  9.3407  9.6854  18.3072
Si  9.4077  9.2264  12.5515
Si  6.5692  3.8523  22.5805
Si  2.43  8.04  9.3397
Si  10.5934  7.3704  17.0701
Si  2.5162  6.2958  16.5762
Si  10.1854  4.4901  14.1684
Si  6.1398  9.1943  18.4974
Si  7.9912  2.5529  9.589
Si  8.8946  2.1411  12.447
Si  5.3432  6.2537  18.056
Si  3.9241  0.5665  19.4584
Si  4.2693  3.8175  12.0366
Si  5.5453  6.5745  12.131
Si  8.015  2.5083  17.2059
Si  4.3593  2.4779  14.9579
Si  1.5442  1.2108  15.2458
Si  1.5908  9.393  12.0068
Si  8.0562  6.8432  13.8517
Si  10.3865  9.8317  15.4707
Si  9.8008  7.0189  22.548
Si  8.1111  5.4892  17.3995
O  6.0456  7.9262  11.2747
O  6.0194  9.2061  16.8785
O  7.6801  1.3651  13.1738
O  0.9208  1.7401  13.8425
O  9.4282  6.2628  16.8722
O  6.7667  6.1858  13.1273
O  5.1328  4.6684  18.5969
O  9.2289  2.1585  18.2625
O  2.3677  0.1085  19.0701
O  9.4115  10.2319  16.7438
O  2.7839  4.416  11.6829
O  5.0666  10.3318  19.0889
O  9.4373  3.2171  13.5128
O  0.454  1.7719  19.9511
O  3.1608  1.3529  15.0724
O  8.1613  5.3853  19.0137
O  3.8966  6.6127  17.3861
O  4.5828  3.2845  16.3734
O  9.0636  5.6568  14.3005
O  5.4482  2.7652  22.1343
O  10.7032  4.1793  15.6644
O  0.3395  3.87  18.2675
O  10.427  10.5261  19.1972
O  9.6558  10.0093  14.0075
O  10.8957  8.1331  22.0916
O  1.1844  2.1667  16.5097
O  9.7282  3.7572  20.4027
O  8.1452  4.0372  16.6712
O  -0.0246  9.081  11.8801
O  6.5881  2.4263  17.9966
O  5.5692  10.6696  11.1889
O  7.7507  9.6038  18.8239
O  10.0344  1.0079  12.0594
O  1.1306  7.1045  9.1181
O  0.6117  4.762  13.2952
O  5.7129  7.6322  18.9695
O  5.2384  5.0595  11.5132
O  2.7157  6.9866  15.1126
O  0.9191  2.7106  11.4325
O  0.8631  10.685  15.5348
O  2.4523  8.5983  10.8664
O  4.6937  2.4006  11.2744
O  4.2326  3.5021  13.6692
O  2.2176  4.6837  16.495
O  10.714  8.2471  15.6885
O  6.9318  10.2939  14.6541
O  2.3511  8.9306  13.3931
O  8.0306  1.5277  15.8937
O  4.1321  6.9682  12.8529
O  4.1799  2.0206  18.7162
O  7.2867  4.4251  21.2519
O  8.4611  2.948  11.0989
O  1.1815  6.8635  17.3556
O  5.6552  1.5784  14.7375
O  8.1352  9.7329  11.584
O  9.2024  6.2929  21.2275
O  8.9747  7.6954  12.8382
O  1.661  0.1007  11.8548
O  6.6463  6.1522  17.0491
O  7.4018  7.8035  15.017
O  1.2098  10.2959  21.2105
O  10.0346  8.2075  18.3454
O  3.9519  0.8576  21.0719
O  0.3141  5.2601  10.8534
O  6.7539  1.5206  9.7251
O  4.783  8.7016  14.6605

Results
free energy: -135976.024 eV
free energy less fixed offsets of O -568.88, P -755.39, Si -635.61 eV per atom: -1.134 eV

Forces (eV/angstrom), in the order of the atoms: element, x, y, z
Si  -0.001  0.0109  -0.0272
Si  -0.0112  0.0033  0.0031
Si  -0.0073  -0.0107  -0.0159
Si  0.0003  0.0054  0.0109
Si  -0.0137  0  0.0029
Si  0.0152  0.0064  -0.0147
Si  -0.0009  0.0185  -0.0179
Si  -0.0065  -0.0048  -0.0167
Si  -0.0069  0.0051  0.0087
Si  0.0123  -0.0086  0.0011
Si  0.0019  -0.0017  0.0035
Si  0.0115  -0.0134  -0.0001
Si  0.0002  -0.005  -0.0044
Si  -0.0043  -0.0004  0.0031
Si  0.0107  -0.0041  -0.0012
Si  -0.0018  0.0079  0.0081
Si  0.0009  -0.0012  0.0059
Si  0.0048  0.0128  -0.046
Si  -0.0078  -0.007  -0.0445
Si  0.0024  -0.0036  0.0047
Si  -0.0062  -0.0032  -0.0129
Si  0.0012  0.0036  0.004
Si  0.0011  -0.0017  0.0088
Si  0.0046  0.0052  -0.0275
Si  -0.0164  0.0105  -0.0096
Si  0.013  0.0009  0.0247
Si  0.0002  -0.0008  0.0221
Si  -0.0105  0.0107  -0.0099
Si  0.0126  -0.0013  0.0212
Si  -0.0098  -0.0054  -0.0108
Si  0.0045  0.0048  -0.0132
Si  -0.0199  -0.0245  0.0283
Si  -0.0075  0.0009  -0.0072
Si  0.0296  0.014  -0.0027
Si  0.0111  0.0073  -0.01
Si  -0.0154  -0.0242  0.0032
Si  0.0125  0.0085  -0.0089
Si  -0.01  -0.0033  -0.0083
Si  -0.0148  -0.0127  -0.0032
Si  0.0048  0.0091  -0.0092
Si  0.0744  -0.0191  0.0047
Si  -0.0641  0.1061  -0.0454
Si  0.0445  -0.0499  -0.0163
Si  -0.1279  0.0277  -0.0233
Si  -0.0752  0.0792  -0.0752
Si  0.0178  -0.1044  0.0391
Si  -0.0959  0.0843  -0.0142
Si  0.0286  -0.0687  0.0057
Si  0.1062  0.1267  0.2203
Si  -0.0155  0.0089  -0.0379
Si  -0.1885  -0.0837  -0.0107
Si  0.1405  -0.093  0.101
Si  -0.0895  0.1702  -0.3556
Si  -0.0806  -0.1659  0.1856
Si  0.0725  -0.0704  0.0377
Si  0.0534  0.2146  -0.0793
Si  0.0104  0.0053  -0.0417
Si  -0.0187  -0.0263  -0.0169
Si  -0.1079  0.0978  -0.0539
Si  -0.0148  0.0141  -0.0324
Si  -0.0867  0.1087  -0.0639
Si  0.0149  0.0058  -0.0321
Si  -0.012  -0.0295  -0.0248
Si  0.0106  0.0187  -0.0052
Si  0.0294  0.0326  0.0327
Si  -0.0002  0.0319  0.1196
Si  0.154  -0.0853  0.1514
Si  -0.0437  0.0084  0.13
Si  -0.0062  -0.0303  0.0881
Si  0.126  -0.1662  0.1371
Si  0.0458  0.0372  0.0875
Si  -0.019  0.0035  0.0524
Si  0.0055  -0.0364  -0.0159
Si  0.0077  -0.0098  -0.5956
P  0.1007  -0.0926  -0.4355
Si  0.0036  0.0189  -0.0567
Si  -0.0552  0.0442  -0.2152
Si  0.0318  -0.0035  0.0044
Si  -0.022  0.0019  -0.0655
Si  -0.0334  0.012  -0.1389
Si  -0.026  -0.0524  -0.038
Si  0.0977  -0.0738  0.1029
Si  -0.0169  0.0033  0.0042
P  0.0036  0.2015  0.5878
Si  0.0098  -0.0208  0.2714
Si  0.0129  0.0384  -0.021
Si  -0.0015  -0.0024  0.0748
Si  0.0169  0.0241  0.007
Si  -0.1819  -0.1197  0.1061
Si  0.0522  0.0192  0.0893
Si  -0.051  0.0031  0.1515
Si  -0.0219  0.1271  0.0132
Si  -0.0089  0.0431  0.0558
Si  -0.1387  0.0261  0.1009
Si  0.002  0.0844  0.1039
Si  -0.0219  -0.1386  0.0853
O  0.002  -0.0452  -0.041
O  0.0255  -0.0189  -0.0473
O  0.0034  -0.0083  -0.0083
O  -0.0036  -0.0081  0.0109
O  0.0305  0.0244  -0.0558
O  0.0921  -0.0776  0.0316
O  0.0052  -0.0029  -0.003
O  0.0107  0.0031  -0.0013
O  -0.0023  -0.011  -0.0067
O  0.0296  0.004  -0.0262
O  -0.0056  0.0098  -0.041
O  -0.0139  0.032  -0.0544
O  -0.0754  0.0182  -0.0733
O  -0.013  0.0813  -0.0228
O  0.0204  0.0045  -0.0719
O  -0.0011  -0.0226  -0.0207
O  0.0029  -0.0035  0.0043
O  0.0061  -0.0065  0.0041
O  0.005  -0.0035  0.0014
O  -0.0115  0.0085  0.0078
O  -0.0069  0.0091  0.0109
O  0.0087  -0.0102  0.0079
O  -0.0059  0.0066  0.0128
O  -0.0035  0.0017  0.0233
Si  0.0043  -0.0068  -0.0125
Si  0.0033  0.0032  -0.0154
Si  -0.0008  0.0015  -0.0128
Si  -0.0021  0.0074  -0.0091
Si  0.0022  -0.0052  -0.0027
Si  0.0025  0.001  -0.0132
Si  0.0017  -0.0049  -0.0078
Si  0.0048  -0.0066  -0.0138
Si  0.0665  -0.0218  -0.0225
Si  0.0048  0.0001  -0.0075
Si  -0.0002  -0.0023  -0.0128
Si  0.002  -0.0013  -0.0096
Si  0.0104  -0.0199  0.0127
Si  -0.0032  0.004  -0.0071
Si  0.0109  0.0049  0.0037
Si  -0.0014  -0.0046  -0.0103
Si  0.0121  -0.0069  -0.0145
Si  0.0057  -0.0042  -0.0071
Si  -0.0131  -0.0526  0.0112
Si  0.0063  -0.0049  -0.0075
Si  -0.0007  -0.0046  -0.0045
Si  0.0026  -0.013  -0.0156
Si  0.0034  -0.0043  -0.0076
Si  0.0031  -0.0491  0.0143
Si  -0.0088  -0.0012  -0.0205
Si  0.0011  -0.003  -0.0027
Si  0.0058  0.0014  -0.0148
Si  -0.0155  0.0041  0.0023
Si  -0.0026  0.0055  0.001
Si  -0.0015  -0.0046  -0.0106
Si  0.0046  -0.012  -0.0095
Si  0.006  0.0012  -0.017
Si  -0.0077  -0.0048  -0.0112
Si  0.0016  0.0013  -0.0127
Si  0.0041  0.0006  -0.0114
Si  0.0025  -0.0019  -0.0105
Si  0.0029  -0.0015  -0.0119
O  0.0038  -0.0115  0.0051
O  0.0012  -0.0013  0.0099
O  0.0024  -0.0018  0.0135
O  0.0049  -0.006  0.0159
O  -0.0008  -0.0011  0.0016
O  0.0098  -0.0019  0.0072
O  0.002  -0.0013  -0.002
O  0.0064  -0.001  0.0029
O  0  -0.0023  -0.0004
O  -0.0007  -0.0024  0.0067
O  0.0154  -0.0063  -0.0017
O  -0.0024  0.0024  -0.0002
O  0.0089  0.005  0.0099
O  0.0037  -0.0047  -0.0013
O  0.0004  0.0026  -0.0008
O  0.003  -0.003  0.011
O  0.0038  -0.0008  -0.0008
O  0.0037  0.0017  0.0042
O  0.0017  -0.0023  0.0047
O  0.0006  0.0007  -0.001
O  0.005  -0.0032  -0.001
O  -0.0035  -0.0051  0.0049
O  0.0084  0.0014  0.0021
O  0.0032  -0.0021  0.0067
O  -0.0006  -0.0017  -0.0024
O  -0.0002  0.0056  -0.0001
O  -0.0022  0.0027  0.0007
O  0.0022  0.0015  0.0029
O  -0.0014  0.0012  0.0026
O  0.0014  -0.0014  -0.0015
O  0.0007  0.0191  -0.003
O  0.0018  -0.0012  -0.0013
O  0.0043  -0.0017  0.0042
O  0.0164  -0.0012  0.0113
O  -0.0056  -0.0036  0.0041
O  0.002  -0.0004  -0.0021
O  -0.0005  -0.005  -0.0049
O  0.0001  -0.006  0.0055
O  0.0023  -0.0018  0.0048
O  0.0004  -0.0028  0.0023
O  -0.0014  -0.0048  -0.0229
O  0.0093  0.0001  -0.0091
O  0.0054  -0.0067  0.0044
O  0.0009  -0.0005  -0.0003
O  0.0008  -0.006  0.0033
O  0.0005  -0.0037  0.0044
O  0.0067  -0.0056  0.005
O  0.0001  0.001  0.0074
O  -0.0002  -0.0023  0.0063
O  -0.0029  -0.0091  0.004
O  -0.0064  -0.0037  0.0065
O  -0.0041  -0.0199  -0.0071
O  0.0008  0.0009  -0.0011
O  -0.0063  0.009  0.0007
O  -0.0013  -0.0002  0.0031
O  0.0046  0.0071  0.0074
O  -0.0032  -0.0053  0.0081
O  0.0017  -0.0037  0.0024
O  0.0018  -0.0023  0.0011
O  0.0004  -0.0035  -0.0007
O  -0.0008  -0.012  0.014
O  0.0002  0.0002  0.0004
O  0.0027  0.0041  0.0135
O  0.009  0.0147  -0.0225
O  0.0257  0.02  0.0305
O  0.0051  -0.0027  0.0037

The program warned: the cutoff lies below the one the program advises for these potential files; the exchange-correlation potential is rough where the density is thin.
